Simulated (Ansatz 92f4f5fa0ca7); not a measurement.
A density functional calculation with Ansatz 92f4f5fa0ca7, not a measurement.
Periodic cell of 234 atoms, Si146O88, from a study of silicon, its oxide and their interface. The atomic structure is a simulated model.
Doubt: the cutoff is far below the 930 eV that the study's wrapper takes by default for these files, so forces and energies are approximate.
This geometry differs little from another in the collection (a relaxation step or a small displacement).

Settings: functional PBE; potential files Ansatz PAW; basis plane waves; wave-function cutoff 580 eV; density cutoff ratio 5; exchange-correlation grid ratio 1; k mesh 1 x 1 x 1, Gamma-centred; self-consistency stop 5e-08 eV per atom in the density residual; occupations fixed; spin none; net charge 0.

Cell vectors (angstrom)
a  11.6015  0  0
b  0  10.938  0
c  0  0  32.702

Atoms and the computed forces on them: element, x, y, z (angstrom), force x, y, z (eV/angstrom)
Si  0.034  -0.177  23.7975  -0.0008  0.0006  -0.0044
Si  3.8815  -0.0322  24.0601  -0.0015  -0.0004  -0.0025
Si  7.6235  -0.1598  23.9349  0.0009  0.003  -0.0019
Si  1.8932  1.3  23.897  -0.0017  0.0006  -0.0029
Si  5.7849  1.3094  24.0815  0.0068  -0.005  -0.0084
Si  9.634  1.1246  23.8585  -0.0018  -0.0016  -0.0001
Si  0.4339  5.5906  23.7953  -0.0056  -0.0043  -0.0061
Si  4.1824  5.3116  23.9866  0.0079  -0.0038  -0.0039
Si  7.721  5.1686  24.402  0.0153  0.0045  -0.0081
Si  2.4244  6.7932  23.9503  -0.0001  0.0005  -0.005
Si  6.0317  6.7673  24.1638  -0.0019  0.0032  -0.0077
Si  9.6888  7.3779  23.8155  0.0032  -0.0091  -0.0121
Si  1.9253  2.7234  25.855  0.0012  -0.0003  0.0004
Si  5.8062  2.6209  26.0433  -0.0033  -0.0021  0.004
Si  9.7474  2.6514  25.7997  -0.002  -0.0019  -0.0011
Si  0.0226  4.19  25.7805  0  0.0014  0.0023
Si  3.9216  4.0194  25.9489  -0.0054  0.0014  0.0009
Si  7.7592  3.875  26.2607  0.0073  0.0012  -0.0012
Si  2.0166  8.1179  25.9095  0.0019  0.0006  0.0042
Si  5.8166  8.1788  26.0438  0.0023  -0.0003  0
Si  9.6871  8.3587  25.9411  0.0013  0.0006  0.0091
Si  0.1056  9.5489  25.8589  -0.0025  0  -0.0044
Si  3.8756  9.5413  25.997  0.0016  0.0002  0.0008
Si  7.7022  9.6118  25.9931  0.0008  0.0019  0
Si  0.0655  -0.0231  27.8265  0.001  -0.0016  0.0017
Si  3.8539  -0.0052  27.8962  -0.0017  -0.0041  -0.0013
Si  7.7754  0.0331  27.8965  0.0038  -0.0044  -0.0045
Si  1.948  1.3916  27.8436  -0.0003  0.0034  -0.0019
Si  5.7978  1.2936  27.9457  -0.002  0.0027  -0.0035
Si  9.7483  1.3639  27.8158  -0.001  0.0031  -0.002
Si  0.0023  5.4388  27.8204  -0.0005  -0.001  -0.0025
Si  3.8683  5.4353  27.8605  0.0012  -0.002  -0.0009
Si  7.7824  5.4916  27.9452  -0.0017  -0.0006  -0.0008
Si  1.9414  6.7975  27.8662  -0.0011  0.0016  -0.0014
Si  5.8041  6.7843  27.9192  0.0007  0.0002  -0.0008
Si  9.7052  6.8667  27.8191  0.002  0.0029  -0.0058
Si  1.9336  2.7345  29.8027  0.0276  0.0839  -0.0553
Si  5.8008  2.7345  29.8027  -0.0809  0.0776  0.1289
Si  9.6679  2.7345  29.8027  0.1409  -0.0497  -0.2851
Si  0  4.1018  29.8027  -0.0583  0.0258  -0.1519
Si  3.8672  4.1018  29.8027  -0.0085  -0.149  0.0691
Si  7.7343  4.1018  29.8027  0.0846  -0.0188  0.4505
Si  1.9336  8.2035  29.8027  0.004  -0.0999  -0.0449
Si  5.8008  8.2035  29.8027  -0.0239  -0.0134  0.1004
Si  9.6679  8.2035  29.8027  0.0353  -0.0263  -0.1781
Si  0  9.5708  29.8027  0.0732  -0.0287  -0.1958
Si  3.8672  9.5708  29.8027  -0.1319  -0.1321  0.1223
Si  7.7343  9.5708  29.8027  0.139  -0.0616  0.0017
Si  0  0  31.7363  0.0167  0.0507  -0.0292
Si  3.8672  0  31.7363  0.0069  -0.0146  -0.0225
Si  7.7343  0  31.7363  -0.0556  0.0636  0.0572
Si  1.9336  1.3673  31.7363  -0.0039  -0.1459  0.0211
Si  5.8008  1.3673  31.7363  0.0526  0.0047  0.0216
Si  9.6679  1.3673  31.7363  -0.012  -0.09  -0.0379
Si  0  5.469  31.7363  -0.0153  0.0809  -0.0185
Si  3.8672  5.469  31.7363  0.0098  0.1001  -0.0089
Si  7.7343  5.469  31.7363  0.0226  -0.0664  0.1082
Si  1.9336  6.8362  31.7363  -0.0206  -0.0861  0.0056
Si  5.8008  6.8362  31.7363  -0.0353  0.0429  0.0033
Si  9.6679  6.8362  31.7363  0.0384  -0.043  -0.0684
Si  1.9336  2.7345  0.9679  -0.114  0.2127  0.1759
Si  5.8008  2.7345  0.9679  0.0531  -0.0609  0.1489
Si  9.6679  2.7345  0.9679  0.0251  0.0357  0.0323
Si  0  4.1018  0.9679  0.0021  -0.1508  -0.2669
Si  3.8672  4.1018  0.9679  0.0771  -0.0983  0.1129
Si  7.7343  4.1018  0.9679  -0.0276  0.062  0.0601
Si  1.9336  8.2035  0.9679  0.0036  -0.0201  0.0513
Si  5.8008  8.2035  0.9679  0.0302  0.0063  -0.0195
Si  9.6679  8.2035  0.9679  -0.1356  0.3524  -0.4173
Si  0  9.5708  0.9679  0.0895  -0.0103  -0.075
Si  3.8672  9.5708  0.9679  -0.2567  0.1424  0.1245
Si  7.7343  9.5708  0.9679  0.0112  0.027  0.197
Si  0.0119  0.0251  2.8772  -0.0031  -0.0034  0.0017
Si  3.7803  0.0879  2.8832  -0.0021  -0.002  0.0017
Si  7.7498  -0.0211  2.955  0.0006  -0.0013  0.0002
Si  1.8377  1.5178  3.0047  0.0002  0.0031  0.0046
Si  5.7661  1.3389  2.9183  0.0032  0.0025  0.0034
Si  9.6671  1.3476  2.8923  0.0007  0.0003  -0.0019
Si  -0.0596  5.4975  2.8418  0.0009  -0.0011  0.0005
Si  3.8652  5.4574  2.9198  0.0008  -0.0021  0.0011
Si  7.744  5.4805  2.9026  -0.0048  0.0006  0.0022
Si  1.9297  6.7846  2.8853  -0.0003  0.0019  -0.0033
Si  5.8008  6.8416  2.8956  0.0011  0.0011  -0.0009
Si  9.6549  6.8586  2.8352  0.0039  0.0025  0.0041
Si  1.6113  3.0746  4.9281  0.0007  0.0005  -0.004
Si  5.6874  2.7946  4.7812  -0.0059  -0.0051  -0.001
Si  9.605  2.6322  4.8617  -0.003  -0.0007  0.0018
Si  -0.3841  4.3961  4.8855  0  0.0024  -0.0005
Si  3.7207  4.1465  4.9079  0.0021  0.001  -0.0002
Si  7.6664  3.9875  4.7529  0.0053  -0.0025  -0.0027
Si  2.0156  8.1229  4.8159  -0.006  -0.0024  0.0007
Si  5.8343  8.3681  4.7075  -0.0046  -0.0029  -0.0005
Si  9.8223  8.1053  4.8154  -0.0089  0.0027  -0.005
Si  0.129  9.5052  4.7371  0.0054  0.0028  -0.0049
Si  3.8334  9.6082  4.7405  0.0054  0.0038  -0.0011
Si  7.8725  9.5125  4.8991  0.0078  0.0017  0.0025
Si  0.3518  -0.0927  6.6332  0.0041  0.0039  -0.0007
Si  3.9682  0.4042  7.5038  0.0037  0.0057  -0.0005
Si  8.0012  -0.3463  7.021  -0.0011  -0.0004  0.002
Si  1.4835  1.9284  6.9724  0.0018  -0.0032  -0.0004
Si  6.1692  1.0828  7.5331  0.0054  -0.0066  -0.0014
Si  9.8596  1.0849  6.7506  -0.0031  -0.0009  -0.0003
Si  -0.7554  6.9713  8.2994  0.0067  -0.0025  0.0023
Si  3.9505  5.5413  6.8107  -0.0024  -0.0044  0.0018
Si  7.8095  5.557  6.4591  -0.0004  0.0039  0.0039
Si  2.2333  7.1744  7.0203  -0.0028  0.0019  0.0046
Si  5.8691  6.9077  6.4714  0.0013  0.0043  0.001
Si  10.0467  6.1776  6.2173  0.005  -0.0052  -0.0005
O  3.0939  1.8008  7.4245  -0.0008  -0.0074  -0.0009
O  2.8755  8.2  8.1496  -0.0048  0.0049  0.0019
O  5.7242  6.3518  9.7525  0.0024  0.0014  -0.0002
O  12.3857  6.8437  7.7223  -0.0009  0.0035  -0.0037
O  6.0633  13.0539  6.2441  0.0028  -0.0003  0.0002
O  10.1398  8.4648  8.5089  -0.001  -0.0012  0.0009
O  3.3798  10.5939  8.8316  -0.0037  0.0017  -0.0024
O  10.0642  1.9008  8.2058  -0.0012  0.0002  -0.0019
O  7.7235  5.507  8.1713  0.0005  -0.0013  -0.0017
O  6.0397  3.7302  9.7932  0.0013  0.0001  -0.002
O  0.8553  9.9622  7.9772  0.0021  -0.0038  0.0043
O  -0.3808  4.0032  9.1096  0.0012  -0.0015  -0.0036
O  2.6959  7.7271  22.5946  0.0006  -0.0008  0.0014
O  1.8868  2.2863  22.541  0.0014  -0.001  0.001
O  5.662  2.176  22.6721  -0.0002  -0.0003  0.0028
O  4.2109  9.9386  22.7323  -0.0002  0.0005  0.0005
O  6.2808  7.8091  22.8837  0.0017  -0.002  0.0013
O  13.9173  9.7275  20.9315  0.0008  -0.0005  0.0006
O  4.1063  4.3503  22.604  -0.0009  0.0008  0.0017
O  11.207  6.975  23.3405  -0.0123  0.0002  0.0065
O  0.2885  4.466  22.6087  0.0008  0.0009  0.0023
O  7.7411  3.9589  23.273  0.0002  0.0027  -0.0019
O  0.0951  9.8065  22.404  0.0008  0.0013  0.0026
O  9.1865  -5.0823  24.1708  -0.0086  0.0026  0.0053
Si  2.1717  9.5065  8.8469  0.0012  -0.0033  -0.0007
Si  10.6057  12.348  16.7702  -0.0004  0.0001  -0.0008
Si  1.369  3.024  16.4047  0.0007  0  -0.0001
Si  6.7812  6.8317  8.6068  -0.0031  -0.0016  0.0004
Si  3.4562  8.885  21.7393  -0.0002  0.0011  -0.0027
Si  5.6948  9.0123  19.8078  0.0001  -0.0004  -0.0012
Si  12.3169  9.4487  20.9141  -0.0001  -0.0004  -0.0011
Si  2.3999  8.5083  14.4735  0.0003  -0.0001  0.0008
Si  11.5175  2.4349  8.7774  -0.0021  0.0045  0.0063
Si  5.0968  3.3745  21.7384  0.0003  0.0012  -0.0026
Si  8.484  2.6442  15.0907  0  -0.0003  0.0008
Si  7.3436  4.4549  17.546  0.0003  -0.0003  -0.0007
Si  8.7105  9.2244  8.8408  -0.0035  0.0068  -0.0039
Si  1.8767  10.0288  11.8408  0.0015  0.0014  0.0037
Si  6.9006  7.5093  17.1961  0  -0.0004  -0.0007
Si  8.4088  11.4679  11.1124  -0.0004  0.0018  0.0028
Si  9.735  1.7951  21.6004  0.0019  -0.0013  0.0022
Si  1.647  10.9915  16.4217  0.0004  -0.0001  -0.0007
Si  4.0394  12.3684  11.7893  0.0009  0.0001  0.0005
Si  -1.3729  10.9607  19.3428  0.0009  -0.0005  -0.0014
Si  4.1771  11.0401  17.9171  -0.0002  0  -0.0011
Si  9.2465  5.7163  19.7289  0  -0.0004  0.0002
Si  7.3919  8.9366  22.4061  0.0007  0.002  0.0031
Si  11.3807  12.2788  11.7361  0.0014  0.0005  0.0004
Si  2.6877  4.31  11.7308  -0.0006  -0.0007  0.0013
Si  10.7354  3.9078  13.1586  0.0004  0.0001  0.0017
Si  0.2584  6.7985  19.2455  -0.0006  -0.001  -0.0002
Si  13.7455  4.4491  18.9905  -0.0001  -0.0003  -0.001
Si  0.8958  3.2715  21.6825  0.0007  0.0005  -0.0018
Si  5.2557  9.4029  15.371  -0.0002  -0.0005  0.0001
Si  4.7466  3.0788  18.8099  0.0002  0.0002  -0.0016
Si  6.2293  2.119  9.6507  -0.006  0.0014  0.0026
Si  13.1948  5.3893  14.385  0.0007  0.0003  0.0009
Si  4.9394  4.9227  9.6742  0.0007  -0.0021  0.0014
Si  9.5327  8.1663  18.249  -0.0002  -0.0012  0.0003
Si  11.3656  4.931  10.4451  0.0014  -0.0026  0.0038
Si  7.8283  4.0941  21.6599  -0.0037  0.0029  0.0007
Si  6.4759  0.7179  13.5133  -0.0007  0.0008  0.0018
O  4.8052  10.4288  16.5476  0.0004  0  -0.0002
O  10.8724  5.5676  19.7125  0.001  0  -0.0016
O  9.4105  3.5043  14.0293  0.0006  0.0005  -0.0017
O  10.9414  6.3954  9.8505  -0.0002  0.0024  -0.0051
O  11.8889  1.7009  10.2108  -0.0002  -0.001  -0.0017
O  3.6361  -0.4536  6.1403  0.0015  0.0037  0.005
O  6.2237  3.5347  18.2952  0.0003  0.0001  -0.0005
O  11.6487  15.9823  13.9278  -0.0002  0.0001  -0.0013
O  6.695  5.8923  17.1177  0.0002  0.0002  -0.0009
O  8.5767  4.7509  18.5935  0.0001  -0.0002  -0.0014
O  -5.2943  4.3228  21.156  0.0044  -0.0007  0.0027
O  7.6224  8.0657  9.2461  0.0019  -0.0022  -0.0004
O  4.5446  2.6614  20.3872  0.0003  0.0005  0.0008
O  8.8001  10.2085  10.1468  0.0014  -0.0017  -0.0011
O  6.17  8.1925  15.9339  0.0004  0  -0.001
O  8.8719  8.1781  22.6181  -0.0033  -0.0004  -0.0013
O  2.0717  12.5347  15.9242  0  -0.0004  -0.0012
O  4.9837  10.3639  19.1785  0.0007  -0.0003  -0.0005
O  13.4094  9.7125  15.4193  0.0002  0.0003  -0.0008
O  8.5182  2.7555  21.0748  -0.0001  0.001  -0.0005
O  7.9098  3.6746  16.2274  0.0002  0  -0.0007
O  13.4386  6.9758  14.7973  0.0001  -0.0005  -0.0012
O  9.2827  1.4014  15.8239  0.0004  -0.0001  -0.0014
O  4.1336  4.7292  8.2569  0  0.001  -0.0038
O  4.5079  8.2567  20.6572  -0.0002  0.0007  -0.0001
O  8.9263  7.3018  19.5086  0.0001  0.0008  -0.0015
O  10.3513  4.5504  11.6841  0.0004  0  -0.0022
O  7.2666  12.8395  14.3099  -0.0001  -0.0002  -0.0015
O  4.3659  1.725  17.9777  0.0002  -0.0003  -0.0009
O  6.2514  8.0807  18.5925  0.0002  0.0002  -0.0009
O  13.3744  3.9322  20.4901  0.0003  0.0001  0.0007
O  9.4485  9.7484  18.585  -0.0003  0.0003  -0.0008
O  5.0893  1.45  13.0367  0.0002  -0.0002  -0.0012
O  1.627  6.0101  18.79  0.0002  0.0004  -0.0016
O  0.114  10.4382  19.7644  0.0001  0  -0.0005
O  11.6336  2.5545  12.8237  -0.0002  0.0001  -0.002
O  3.9191  4.9657  10.918  0.0004  0.0004  -0.0008
O  1.9853  8.829  12.9308  0.0002  0  -0.0016
O  9.4762  0.4211  20.7335  0.0008  0.0017  -0.0014
O  0.0186  0.1271  16.6109  0.0004  0.0001  -0.0008
O  12.1719  10.9411  12.2043  -0.0001  -0.0003  -0.0016
O  3.7467  4.3795  18.6449  0.0005  0.0002  -0.0007
O  8.5031  7.8699  17.0235  0.0003  0  -0.0012
O  -0.5222  18.5531  18.0205  0.0005  0.0001  -0.0018
O  2.6452  5.0031  13.2006  0.0002  -0.0003  -0.0017
O  12.907  4.7243  10.9614  0.0003  0.0005  -0.001
O  9.7803  12.0211  11.7688  -0.0015  -0.0008  -0.0027
O  8.7001  5.3826  21.2158  -0.0013  -0.0021  -0.0033
O  2.5554  10.7228  17.7782  0.0003  -0.0001  -0.0003
O  10.2095  1.336  18.3596  -0.0002  -0.0006  0.0004
O  2.9898  2.6955  11.8365  -0.0004  0.0007  -0.0016
O  3.1943  10.9829  11.8629  -0.0004  -0.0004  -0.0019
O  4.0178  8.627  14.6369  0.0007  0  -0.0015
O  1.7168  9.2875  10.3911  0.0001  0  -0.004
O  0.4768  18.8185  20.4587  0.0012  0.0008  0.0001
O  6.9358  9.3294  20.862  0.0008  -0.0021  -0.0001
O  6.1232  10.3198  14.3597  0.0002  0  -0.0017
O  11.3542  2.7815  16.2715  -0.0002  -0.0003  -0.0015
O  13.1102  3.3341  17.9935  0.0002  -0.0001  -0.0006
O  1.9026  4.3462  15.6175  0.0006  0.0003  -0.0009
O  7.3836  0.1034  12.2981  0.0022  -0.0002  -0.0039
O  7.6795  1.7459  10.3091  0.0013  -0.0024  -0.0022
O  4.9489  1.4367  10.4303  0.0015  -0.0004  -0.001
O  11.2024  2.4146  21.1604  -0.0024  -0.0012  -0.0022

Results
free energy: -142855.809 eV
free energy less fixed offsets of O -568.88, Si -635.61 eV per atom: 4.691 eV

The program warned: the cutoff lies below the one the program advises for these potential files; the forces do not sum to zero within the program's tolerance; the exchange-correlation potential is rough where the density is thin.
